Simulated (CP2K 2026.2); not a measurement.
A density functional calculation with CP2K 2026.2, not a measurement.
Periodic cell of 512 atoms, Si352O160, from a study of silicon, its oxide and their interface. The atomic structure is a simulated model.
Doubt: the forces sum to 1.06 eV/angstrom along one axis rather than to zero, so they err by at least 0.0021 eV/angstrom per atom on average; the grid cutoff is modest.

Settings: functional PBE; method Gaussian and plane waves; basis set DZVP-MOLOPT-SR-GTH; pseudopotentials GTH-PBE; grid cutoff 350 Ry, relative cutoff 50 Ry; k points Gamma only; occupations fixed; spin none; net charge 0.

Cell vectors (angstrom)
a 15.3866 0 0
b 0 15.3866 0
c 4.9272 -0.6441 38.0711

Atoms and the computed forces on them: element, x, y, z (angstrom), force x, y, z (eV/angstrom)
Si 4.833 -0.348 32.034 0.147 -0.204 0.835
Si 4.959 2.774 31.783 0.054 0.333 0.817
Si 4.839 7.486 31.946 0.071 -0.273 0.817
Si 4.861 10.631 31.963 0.067 0.291 0.815
Si 8.801 -0.185 32.212 -0.123 0.369 0.514
Si 8.829 2.229 31.873 -0.086 -0.133 0.73
Si 8.688 7.44 31.921 0.049 -0.172 0.791
Si 8.814 10.587 31.942 -0.082 0.203 0.752
Si 12.563 -0.323 32.047 0.064 -0.179 0.843
Si 12.56 2.755 32.055 0.112 0.171 0.811
Si 12.543 7.397 32.01 0.07 -0.178 0.8
Si 12.633 10.493 32.068 -0.032 0.146 0.876
Si 16.458 -0.312 31.975 -0.076 -0.177 0.823
Si 16.555 2.802 31.93 -0.124 0.214 0.773
Si 16.51 7.424 32.017 -0.163 -0.171 0.78
Si 16.403 10.527 32.011 0.033 0.177 0.843
Si 6.798 14.757 33.325 -0.024 -0.016 -0.042
Si 6.915 3.075 33.082 0.034 0.003 -0.091
Si 6.784 7.07 33.218 -0.013 0.009 -0.061
Si 6.842 10.913 33.213 -0.015 0.001 -0.023
Si 10.706 14.779 33.461 0.011 -0.02 -0.029
Si 10.605 3.029 33.277 -0.019 0.033 -0.045
Si 10.605 7.063 33.27 0 0.013 -0.04
Si 10.686 10.829 33.325 0.01 -0.007 -0.033
Si 14.53 14.754 33.295 0.001 -0.003 -0.05
Si 14.575 3.128 33.22 0.007 0.032 -0.032
Si 14.526 7.052 33.247 -0.006 -0.023 -0.039
Si 14.532 10.794 33.387 0.002 -0.012 -0.052
Si 18.333 14.785 33.364 0 0.005 -0.04
Si 18.469 3.168 33.215 -0.001 0.009 -0.041
Si 18.388 7.125 33.354 -0.011 0.017 -0.048
Si 18.342 10.896 33.296 -0.004 -0.019 -0.037
Si 6.815 1.296 34.667 0.019 0.004 0.011
Si 6.86 5.054 34.462 -0.041 0.008 0.018
Si 6.813 8.985 34.622 0.004 0.007 0.032
Si 6.832 12.801 34.617 -0.002 0 0.018
Si 10.695 1.274 34.823 -0.013 -0.015 0.043
Si 10.629 5.058 34.529 0.06 0.015 0.01
Si 10.654 8.93 34.712 -0.003 0.003 0.057
Si 10.687 12.771 34.659 0.013 -0.012 0.034
Si 14.552 1.274 34.688 0 -0.022 0.027
Si 14.538 5.083 34.548 -0.013 0.003 0.035
Si 14.531 8.89 34.736 -0.001 0.021 0.052
Si 14.531 12.798 34.624 -0.006 -0.012 0.038
Si 18.398 1.32 34.702 0.006 -0.005 0.037
Si 18.398 5.108 34.568 -0.022 0.009 0.017
Si 18.377 9.015 34.73 -0.007 0.01 0.066
Si 18.352 12.818 34.643 0.007 0 0.028
Si 4.922 1.291 36.051 -0.008 -0.042 0.021
Si 4.951 5.086 35.907 0.021 0.017 -0.015
Si 4.93 8.986 36.034 -0.006 0.003 -0.003
Si 4.909 12.803 35.987 -0.002 -0.002 -0.008
Si 8.721 1.264 36.065 -0.003 -0.013 0.014
Si 8.73 5.093 35.925 0 0.006 -0.016
Si 8.715 8.956 36.022 0.013 0.001 -0.007
Si 8.747 12.791 35.999 -0.003 0.012 -0.015
Si 12.653 1.279 36.085 -0.004 -0.005 0.005
Si 12.587 5.079 35.904 -0.011 0.01 -0.004
Si 12.59 8.926 36.051 -0.016 -0.011 0.001
Si 12.616 12.788 36.005 0 -0.001 -0.012
Si 16.466 1.287 36.043 0.015 0.007 -0.012
Si 16.459 5.099 35.939 0.001 0.004 -0.011
Si 16.453 8.951 36.071 0.014 -0.008 0
Si 16.439 12.804 36.01 0.005 0.004 -0.02
Si 4.918 14.722 37.364 0.013 -0.002 0.011
Si 4.917 3.224 37.367 0.002 -0.004 0.001
Si 4.934 7.007 37.315 -0.011 0 0.01
Si 4.916 10.903 37.385 -0.011 -0.005 0.011
Si 8.741 14.706 37.379 0.001 0.017 0.025
Si 8.736 3.213 37.364 0.007 -0.014 0.008
Si 8.733 7.003 37.331 0.008 0.005 0.014
Si 8.739 10.88 37.376 0 -0.003 0.004
Si 12.618 14.707 37.382 -0.009 0.008 0.003
Si 12.617 3.223 37.375 -0.006 0.006 -0.002
Si 12.591 6.975 37.341 0.005 -0.007 0
Si 12.607 10.871 37.378 0.01 -0.006 0.006
Si 16.46 14.727 37.372 -0.001 0.007 0.004
Si 16.45 3.218 37.369 -0.004 -0.002 0.004
Si 16.465 6.995 37.359 -0.002 0.006 0.008
Si 16.439 10.892 37.391 -0.001 -0.016 0.015
Si 1.927 -0.02 11.525 0.007 0.016 0.006
Si 1.904 3.832 11.552 -0.017 -0.014 0
Si 1.916 7.623 11.528 -0.015 -0.007 -0.008
Si 1.92 11.544 11.536 0.002 0.007 -0.008
Si 5.782 0 11.558 0.014 -0.006 -0.009
Si 5.744 3.797 11.576 -0.008 0.001 -0.003
Si 5.743 7.638 11.564 -0.011 0.001 0.002
Si 5.76 11.498 11.572 -0.01 0.004 0.006
Si 9.59 -0.04 11.558 0.024 -0.003 0.005
Si 9.565 3.879 11.552 -0.01 0.008 -0.005
Si 9.592 7.668 11.587 -0.001 -0.008 0.008
Si 9.582 11.522 11.582 0.004 -0.008 -0.002
Si 13.456 0.014 11.496 0.015 -0.002 -0.005
Si 13.444 3.836 11.536 -0.02 0.004 -0.002
Si 13.439 7.694 11.539 0.003 -0.005 0.002
Si 13.447 11.512 11.55 0.02 0.003 0.007
Si 1.923 1.896 12.886 0.001 -0.005 -0.001
Si 1.91 5.729 12.951 -0.01 0.014 0.031
Si 1.918 9.574 12.811 0.01 0.008 -0.03
Si 1.933 13.469 12.912 0.011 -0.029 0.025
Si 5.748 1.893 12.984 0.004 -0.008 0.025
Si 5.716 5.71 12.935 0.003 -0.012 -0.006
Si 5.729 9.553 12.929 -0.029 0.002 0.017
Si 5.836 13.454 12.888 0.002 -0.007 -0.006
Si 9.538 1.929 12.841 0.003 0.006 -0.018
Si 9.582 5.768 12.993 -0.005 -0.015 0.028
Si 9.581 9.595 12.943 0.002 0.001 0.005
Si 9.59 13.433 12.967 0.022 0.017 0.019
Si 13.464 1.911 12.89 -0.011 0 0.022
Si 13.412 5.769 12.878 0.002 0.001 -0.019
Si 13.437 9.594 12.938 -0.008 0.011 0.014
Si 13.48 13.484 12.83 0.006 -0.01 -0.025
Si 15.41 1.845 14.253 0.005 -0.003 -0.027
Si 15.314 5.732 14.231 -0.023 -0.01 -0.041
Si 15.44 9.578 14.197 -0.001 -0.009 -0.048
Si 15.355 13.475 14.238 -0.011 0.002 -0.023
Si 3.786 1.93 14.328 -0.02 0.004 -0.022
Si 3.828 5.693 14.358 0.02 -0.004 -0.021
Si 3.76 9.532 14.238 0.013 0.001 -0.043
Si 3.922 13.509 14.199 0.02 0.014 -0.042
Si 7.708 1.848 14.32 0.01 0.006 -0.015
Si 7.606 5.708 14.322 -0.006 -0.006 -0.026
Si 7.648 9.543 14.299 -0.003 0.025 -0.002
Si 7.673 13.411 14.389 -0.009 -0.041 0.025
Si 11.464 2.014 14.13 0 0.005 -0.038
Si 11.556 5.822 14.326 -0.002 0.015 -0.027
Si 11.5 9.622 14.32 0.001 0.009 -0.021
Si 11.598 13.5 14.202 -0.017 0.023 -0.032
Si 15.361 -0.046 15.694 0.008 0.01 0.031
Si 15.369 3.785 15.555 0.019 0.02 0.031
Si 15.379 7.665 15.56 0 -0.012 0.018
Si 15.449 11.515 15.516 0.029 -0.006 -0.011
Si 3.827 -0.009 15.649 0.008 -0.006 0.016
Si 3.8 3.795 15.813 0.005 0.003 0.055
Si 3.754 7.637 15.687 -0.017 0.011 0.028
Si 3.863 11.542 15.432 0.045 -0.019 -0.002
Si 7.677 -0.042 15.773 -0.003 0.007 0.034
Si 7.694 3.766 15.678 -0.017 -0.005 0.014
Si 7.575 7.627 15.692 0.004 -0.045 0.04
Si 7.553 11.423 15.719 -0.434 0.105 -0.386
Si 11.437 0.112 15.426 -0.012 0.002 -0.008
Si 11.56 3.845 15.602 -0.005 0.011 0.027
Si 11.526 7.74 15.759 -0.014 0.003 0.053
Si 11.715 11.606 15.584 0.04 -0.013 0.049
Si 17.32 14.997 17.004 -0.1 0.197 -0.761
Si 17.15 4.062 17.054 0.174 -0.184 -0.726
Si 17.201 7.233 16.984 0.091 0.147 -0.757
Si 17.39 11.891 16.724 -0.107 0.007 -0.64
Si 5.7 0.331 17.041 0.111 -0.163 -0.778
Si 5.807 3.478 17.059 -0.061 0.195 -0.775
Si 5.628 7.973 17.054 0.085 -0.217 -0.716
Si 5.587 11.14 16.947 0.179 0.158 -0.72
Si 9.7 -0.25 16.987 -0.135 0.18 -0.807
Si 9.664 4.12 16.935 -0.081 -0.236 -0.825
Si 9.523 7.299 16.953 0.068 0.307 -0.792
Si 10.135 11.987 17.213 0.332 -0.003 -0.51
Si 13.29 0.359 16.758 0.247 -0.117 -0.659
Si 13.49 3.451 16.895 -0.086 0.131 -0.798
Si 13.555 8.059 16.959 -0.186 -0.148 -0.724
Si 13.63 11.207 16.91 -0.06 0.154 -0.7
Si 14.692 0.15 20.774 -0.012 0.032 -0.108
Si 16.939 1.749 19.3 -0.036 0 -0.273
Si 14.199 11.404 26.022 0.072 0.063 0.14
Si 12.179 2.027 21.408 -0.058 -0.035 -0.085
Si 7.695 2.163 21.608 0.05 0.04 -0.151
Si 6.13 5.806 19.247 -0.058 0.014 -0.203
Si 4.085 9.64 21.15 -0.028 0.088 -0.108
Si 5.466 4.404 21.879 0.032 0.066 -0.063
Si 9.834 1.984 19.27 -0.009 -0.036 -0.168
Si 8.731 7.399 19.779 -0.06 0.056 -0.191
Si 11.19 7.611 25.833 -0.148 0.033 0
Si 8.077 12.642 20.807 -0.028 -0.06 -0.148
Si 13.288 13.565 18.949 -0.012 -0.109 -0.17
Si 15.882 5.475 21.441 0.065 0.024 -0.133
Si 11.546 6.843 20.822 -0.017 0.075 -0.084
Si 11.024 11.966 20.056 0.071 -0.074 -0.282
Si 15.553 10.414 21.266 0.064 -0.003 0.046
Si 16.956 13.903 25.115 0.022 0.107 0.031
Si 11.51 5.367 27.782 -0.088 -0.023 0.084
Si 17.573 9.6 18.947 -0.057 -0.104 -0.146
Si 7.652 14.897 22.957 0.041 0.04 -0.128
Si 13.695 3.988 22.874 -0.097 0.004 -0.026
Si 17.97 3.038 21.79 -0.032 0.02 -0.055
Si 5.749 13.394 19.17 -0.066 -0.043 -0.184
Si 10.03 14.714 24.793 -0.068 -0.018 0.114
Si 17.112 8.193 22.598 -0.036 0.037 -0.121
Si 5.296 5.346 24.825 -0.004 0.066 -0.011
Si 6.807 10.252 27.025 -0.052 -0.053 0.082
Si 10.4 11.819 24.835 0.024 -0.074 0.013
Si 11.377 5.558 23.593 0.057 0.054 0.034
Si 7.193 9.653 21.453 0.02 0.054 -0.131
Si 7.494 10.594 24.268 -0.065 0.033 -0.036
Si 5.634 13.163 24.199 0.067 -0.063 -0.015
Si 10.055 2.896 23.465 0.204 0.003 -0.029
Si 13.038 5.06 30.13 -0.041 0.083 0.138
Si 16.024 12.812 29.828 -0.088 -0.051 0.247
Si 3.875 12.779 21.675 0.075 -0.086 -0.183
Si 5.28 12.858 29.931 0.009 -0.038 0.126
Si 13.763 5.72 19.115 0.028 0.05 -0.168
Si 18.289 7.38 25.339 0.073 -0.033 0.022
Si 11.619 11.477 27.604 0.083 -0.068 0.055
Si 3.747 3.161 26.404 0.082 0.141 0.129
Si 12.683 9.76 24.245 -0.048 0.047 -0.005
Si 3.806 9.43 27.45 -0.018 -0.093 0.008
Si 14.226 14.416 25.715 -0.022 0.018 0.032
Si 8.375 2.009 28.802 0.038 0.088 0.134
Si 10.288 2.868 26.626 -0.15 0.024 0.103
Si 12.635 9.618 21.222 -0.023 0.074 -0.09
Si 14.504 1.628 24.647 -0.023 -0.021 0.026
Si 5.58 3.221 28.803 -0.002 0.049 0.203
Si 4.3 7.019 28.971 0.017 0.061 0.178
Si 5.932 13.137 27.103 -0.008 0.022 0.135
Si 16.294 13.327 22.217 -0.058 -0.031 -0.134
Si 8.477 12.975 30.045 0.062 -0.013 0.191
Si 8.486 14.53 27.611 -0.027 -0.006 0.096
Si 9.173 6.554 29.091 -0.197 -0.025 0.171
Si 12.916 12.801 29.905 0.122 -0.015 0.247
Si 16.116 5.125 30.048 0.101 0.008 0.115
Si 12.26 0.889 26.184 -0.033 -0.035 0.113
Si 9.621 9.179 27.819 -0.041 0.005 -0.105
Si 17.488 1.426 24.555 -0.035 0.055 -0.132
Si 17.539 5.441 27.505 0.08 0.115 0.139
Si 6.612 5.937 27.458 -0.042 -0.04 0.044
Si 17.139 11.866 27.144 -0.043 -0.054 0.03
Si 1.9 15.355 0.673 -0.001 -0.001 0
Si 1.902 3.853 0.669 -0.003 -0.01 0.001
Si 1.902 7.657 0.645 0.005 0.007 -0.012
Si 1.903 11.535 0.679 -0.003 0.002 0
Si 5.752 15.36 0.654 -0.004 0.015 0.002
Si 5.747 3.847 0.644 0.001 -0.019 0.001
Si 5.737 7.647 0.629 -0.003 0.014 -0.007
Si 5.747 11.523 0.654 -0.004 -0.007 -0.004
Si 9.611 15.359 0.668 0 0.017 0
Si 9.607 3.86 0.667 0 -0.006 0.003
Si 9.597 7.646 0.635 0 0.006 -0.004
Si 9.594 11.525 0.677 0.002 -0.008 -0.001
Si 13.455 15.363 0.659 0.002 0.014 0.001
Si 13.45 3.855 0.654 -0.006 -0.02 0.007
Si 13.471 7.65 0.632 0.002 0.008 -0.003
Si 13.446 11.532 0.665 0 -0.013 0.002
Si 1.904 1.91 2.012 0 -0.003 0
Si 1.902 5.76 2.038 -0.005 -0.002 0.007
Si 1.902 9.589 2.007 0.001 0.004 -0.002
Si 1.904 13.446 2.047 -0.002 0.002 0.01
Si 5.752 1.91 2 0 0.001 0.001
Si 5.745 5.752 2.022 -0.004 0.003 -0.001
Si 5.749 9.581 1.992 0.002 -0.004 -0.001
Si 5.751 13.442 2.022 -0.001 -0.001 0.003
Si 9.602 1.913 2.007 -0.007 0.004 -0.001
Si 9.604 5.762 2.039 0.004 -0.003 0.004
Si 9.598 9.578 2.001 0.005 0 -0.003
Si 9.603 13.445 2.038 0 -0.005 0.002
Si 13.45 1.914 2.005 0.002 0.002 0
Si 13.455 5.759 2.031 0.002 0.002 0.004
Si 13.452 9.585 1.997 -0.003 0.003 -0.001
Si 13.448 13.448 2.033 0.006 -0.008 0.004
Si 15.368 1.908 3.377 0.002 0.001 0.002
Si 15.369 5.755 3.398 0 -0.005 0.005
Si 15.368 9.592 3.374 0.005 -0.004 -0.001
Si 15.365 13.444 3.4 0 -0.003 0.003
Si 3.831 1.906 3.37 -0.002 0.004 -0.001
Si 3.83 5.755 3.388 0.002 -0.003 0.001
Si 3.83 9.592 3.365 -0.007 -0.005 -0.003
Si 3.835 13.444 3.392 -0.005 0.004 0.002
Si 7.676 1.907 3.366 0.003 0.005 0.002
Si 7.67 5.755 3.382 0.001 0.002 0.001
Si 7.672 9.586 3.362 0.002 -0.004 -0.002
Si 7.673 13.444 3.385 -0.001 0.008 -0.001
Si 11.525 1.909 3.371 -0.002 0.004 -0.004
Si 11.53 5.761 3.389 0.003 0.004 0.002
Si 11.525 9.588 3.363 -0.003 -0.017 0.002
Si 11.526 13.444 3.394 0 0.005 0
Si 15.366 -0.012 4.749 0 -0.007 -0.003
Si 15.368 3.825 4.747 0 0.004 0.002
Si 15.367 7.68 4.753 -0.002 -0.004 0.001
Si 15.368 11.512 4.747 -0.001 0.004 -0.003
Si 3.833 -0.013 4.742 0.005 -0.003 -0.001
Si 3.832 3.825 4.737 -0.003 0.007 0
Si 3.829 7.68 4.742 0.005 0.003 -0.005
Si 3.833 11.511 4.738 0.004 0.003 -0.007
Si 7.675 -0.013 4.736 -0.004 -0.003 -0.005
Si 7.675 3.826 4.733 -0.002 0.003 -0.003
Si 7.672 7.677 4.743 -0.005 -0.005 0
Si 7.675 11.51 4.731 -0.002 0.001 -0.007
Si 11.522 -0.012 4.743 -0.003 -0.005 -0.004
Si 11.525 3.829 4.737 -0.001 0.006 -0.005
Si 11.524 7.682 4.747 0.002 -0.006 0.003
Si 11.524 11.509 4.738 0.003 0.002 -0.003
Si 1.909 -0.018 6.103 -0.007 0.004 0.005
Si 1.911 3.826 6.099 0.004 -0.004 0.004
Si 1.91 7.677 6.107 0.005 -0.001 0.002
Si 1.911 11.515 6.102 -0.001 -0.003 0.005
Si 5.757 -0.014 6.103 0.003 0.007 0.005
Si 5.756 3.824 6.098 0.004 -0.001 0.003
Si 5.75 7.679 6.104 -0.008 0.001 0.001
Si 5.757 11.51 6.1 -0.003 -0.004 0.003
Si 9.596 -0.019 6.103 -0.003 0.01 0.003
Si 9.598 3.832 6.095 0.006 -0.002 -0.003
Si 9.597 7.676 6.104 0.004 -0.001 0.004
Si 9.596 11.514 6.098 -0.007 -0.004 0.003
Si 13.441 -0.013 6.111 -0.001 0.009 0.004
Si 13.441 3.827 6.106 -0.003 -0.005 0.002
Si 13.442 7.682 6.114 -0.001 0.004 0.006
Si 13.443 11.513 6.108 0.006 -0.009 0.006
Si 1.915 1.907 7.461 -0.002 0.003 0
Si 1.909 5.748 7.462 -0.001 0.001 -0.001
Si 1.913 9.597 7.47 0.001 0.002 0
Si 1.912 13.441 7.463 0.004 -0.001 -0.003
Si 5.758 1.907 7.468 0.004 0.003 0.005
Si 5.75 5.75 7.453 0.004 0.01 -0.002
Si 5.755 9.594 7.475 0.002 -0.004 0.001
Si 5.761 13.44 7.453 -0.002 0.002 -0.003
Si 9.596 1.911 7.455 -0.003 0.008 -0.002
Si 9.595 5.751 7.465 -0.007 -0.007 0.002
Si 9.594 9.596 7.469 0 -0.007 0.004
Si 9.594 13.438 7.463 0.002 0.002 -0.001
Si 13.439 1.909 7.475 -0.003 0.001 0.002
Si 13.436 5.752 7.464 0.004 -0.006 0.002
Si 13.442 9.599 7.485 0.002 -0.004 0.005
Si 13.441 13.442 7.463 -0.002 -0.004 -0.001
Si 15.377 1.921 8.816 0.006 -0.002 -0.006
Si 15.364 5.753 8.812 -0.004 -0.002 -0.006
Si 15.379 9.597 8.831 0.007 -0.002 -0.001
Si 15.369 13.445 8.819 0.004 0.002 -0.005
Si 3.835 1.898 8.828 -0.004 0.003 0
Si 3.836 5.731 8.821 0.004 0.007 -0.008
Si 3.834 9.592 8.838 0.002 -0.002 -0.002
Si 3.845 13.442 8.818 0.005 -0.003 -0.004
Si 7.684 1.918 8.828 0.014 0.002 -0.004
Si 7.665 5.759 8.82 -0.013 -0.01 -0.004
Si 7.677 9.587 8.841 -0.011 0.005 0.002
Si 7.671 13.437 8.832 -0.012 0.003 -0.004
Si 11.505 1.909 8.829 -0.003 -0.001 -0.005
Si 11.516 5.751 8.833 0.006 0 -0.001
Si 11.509 9.599 8.84 0.001 -0.003 0.002
Si 11.517 13.436 8.827 0.006 0.002 0.002
Si 15.389 -0.004 10.161 -0.006 0.001 0
Si 15.37 3.842 10.182 0.004 0.006 -0.002
Si 15.368 7.665 10.183 0.013 0 -0.002
Si 15.373 11.523 10.186 0 0.004 0.002
Si 3.858 -0.027 10.185 -0.002 -0.011 -0.003
Si 3.83 3.814 10.197 0.011 -0.007 0.002
Si 3.839 7.65 10.178 -0.007 0 0.001
Si 3.847 11.527 10.189 -0.007 0 -0.003
Si 7.686 -0.011 10.177 -0.007 0.017 0.006
Si 7.653 3.848 10.188 0.007 0.006 -0.002
Si 7.674 7.662 10.209 0.007 0.002 0.004
Si 7.675 11.51 10.2 -0.008 0 0
Si 11.509 -0.023 10.18 -0.007 0.007 -0.003
Si 11.502 3.829 10.198 0.001 -0.011 0.003
Si 11.505 7.674 10.199 0 -0.003 0
Si 11.509 11.521 10.208 -0.008 -0.002 -0.002
O 8.73 11.264 16.872 -0.025 -0.41 0.137
O 13.41 1.878 17.399 0.022 -0.025 0.489
O 17.601 10.753 17.846 0.267 -0.272 0.145
O 16.359 13.128 23.823 -0.323 -0.538 0.233
O 17.126 8.183 18.312 -0.101 -0.112 0.327
O 8.074 8.591 20.634 -0.084 0.248 0.202
O 5.751 1.902 17.556 0.138 0.053 0.337
O 7.32 13.348 19.565 0.326 0.233 -0.52
O 5.973 4.452 18.362 -0.072 0.162 0.272
O 5.485 7.049 18.41 -0.493 -0.003 0.466
O 5.635 9.571 17.456 -0.002 -0.027 0.274
O 9.283 8.044 18.39 0.219 0.719 0.064
O 9.765 0.667 18.332 -0.02 -0.06 0.408
O 8.55 2.033 20.243 -0.357 0.088 -0.183
O 10.735 11.351 18.583 0.054 -0.602 0.13
O 7.442 11.163 20.932 -0.251 0.063 -0.193
O 9.869 13.578 17.464 -0.083 -0.131 0.162
O 11.37 0.195 25.01 0.064 -0.108 -0.273
O 10.756 12.057 26.384 -0.122 0.128 0.225
O 12.796 14.67 17.885 -0.284 -0.102 -0.035
O 6.893 14.421 27.308 -0.452 0.354 0.111
O 10.265 4.475 23.179 -0.396 0.283 -0.234
O 13.775 12.216 18.196 0.382 -0.035 0.264
O 17.701 -0.184 24.508 0.442 0.013 -0.04
O 12.381 5.793 19.938 -0.252 -0.289 0.151
O 17.997 2.064 20.486 0.519 -0.385 -0.012
O 14.588 5.072 30.514 -0.052 -0.187 0.472
O 16.616 6.871 21.795 -0.014 0.071 -0.064
O 16.86 3.078 18.345 -0.226 0.088 0.337
O 16.032 9.404 22.451 -0.202 0.058 0.395
O 6.524 3.257 21.451 0.05 -0.186 -0.216
O 5.44 5.525 20.69 -0.419 0.403 0.293
O 14.773 5.134 22.561 -0.024 0.368 0.484
O 18.799 5.762 28.475 0.261 -0.444 0.252
O 6.916 9.727 25.501 -0.328 -0.461 -0.17
O 8.958 2.503 30.242 0.24 0.063 -0.353
O 11.073 4.27 26.695 0.096 -0.013 -0.4
O 12.831 9.204 22.758 0.337 -0.592 0.121
O 11.774 6.79 27.089 0.627 0.403 0.058
O 9.659 12.569 20.616 0.186 0.2 0.463
O 14.215 0.025 24.402 -0.228 -0.256 -0.608
O 13.075 10.941 27.105 0.14 -0.577 0.096
O 5.345 9.909 27.61 0.137 -0.04 0.136
O 9.967 6.73 20.555 -0.142 -0.227 0.327
O 16.552 10.112 20.055 -0.245 -0.101 -0.046
O 4.433 13.207 23.13 -0.118 0.153 0.097
O 9.966 8.552 26.345 -0.199 -0.044 -0.54
O 4.813 13.361 20.488 -0.19 0.111 0.076
O 13.656 4.396 18.202 -0.202 -0.054 0.172
O 17.841 4.076 26.717 -0.658 -0.213 0.007
O 3.175 8.654 22.044 0.296 -0.175 0.223
O 9.014 11.563 30.633 0.205 -0.229 -0.485
O 4.738 11.474 30.565 -0.411 -0.285 -0.609
O 18.634 1.895 25.572 0.156 -0.543 -0.053
O 15.781 14.373 26.152 0.136 -0.06 0.435
O 17.304 7.839 24.156 -0.304 0.021 0.209
O 17.78 12.825 25.995 0.735 -0.169 -0.307
O 11.221 1.994 22.743 0.205 -0.214 0.452
O 4.019 3.717 22.029 0.073 0.057 0.047
O 16.482 14.112 30.666 0.128 -0.005 -0.368
O 8.74 0.474 28.486 0.188 -0.254 0.442
O 18.903 8.415 28.697 -0.189 0.12 0.135
O 15.097 5.624 20.028 0.153 0.18 0.017
O 10.43 13.279 24.163 0.098 -0.018 -0.428
O 17.345 13.396 17.409 0.013 -0.136 0.497
O 7.865 13.544 22.112 0.089 -0.119 0.134
O 11.236 1.654 27.167 -0.14 -0.046 0.465
O 8.938 11.183 24.657 -0.008 0.154 0.074
O 16.025 1.773 25.174 -0.028 0.326 0.537
O 14.458 12.932 29.436 0.03 0.019 -0.371
O 11.493 10.846 24.189 0.051 0.258 -0.226
O 5.008 3.486 30.306 0.018 0.576 -0.351
O 4.788 3.952 25.46 0.169 -0.464 -0.123
O 3.611 8.649 26.042 0.384 0.074 -0.207
O 5.102 13.203 25.725 -0.423 0.135 -0.014
O 4.687 6.729 30.51 0.131 -0.364 -0.123
O 6.464 5.869 25.84 0.451 0.295 -0.299
O 16.497 1.239 31.431 -0.057 0.05 -0.383
O 12.092 13.176 19.952 -0.287 0.254 0.667
O 7.62 9.603 23.006 0.003 -0.339 0.279
O 18.154 10.658 27.471 0.13 -0.032 0.334
O 17.354 6.628 26.434 -0.559 0.355 -0.094
O 6.928 11.862 27.042 0.412 0.017 0.19
O 9.66 5.706 17.331 0.327 -0.146 0.426
O 8.571 6.474 30.593 -0.158 -0.317 -0.016
O 16.912 12.715 28.498 0.458 0.209 -0.025
O 12.749 11.461 30.78 0 -0.129 -0.224
O 10.344 5.464 28.908 -0.08 -0.27 0.492
O 12.419 6.443 30.692 -0.14 0.032 -0.288
O 8.112 6.31 27.896 0.248 -0.086 -0.318
O 11.574 10.815 21.03 -0.216 0.035 0.419
O 13.214 -0.284 26.802 -0.007 -0.161 0.831
O 12.364 3.761 30.793 -0.396 -0.177 -0.327
O 12.081 8.321 20.448 -0.112 0.056 -0.298
O 4.86 1.175 31.453 -0.237 -0.017 -0.111
O 8.081 9.688 27.85 -0.236 0.123 0.158
O 9.782 8.031 28.931 0.517 0.341 0.349
O 4.896 9.063 31.524 0.064 -0.048 -0.292
O 6.872 12.914 30.14 0.144 -0.039 -0.143
O 14.068 10.423 24.745 0.412 -0.015 -0.31
O 12.479 14.098 30.746 -0.33 0.025 -0.44
O 5.638 9.264 21.295 0.047 -0.276 0.154
O 8.727 9.021 31.452 -0.086 0.08 -0.253
O 5.628 7.079 28.045 0.127 0.431 -0.175
O 12.94 3.469 21.52 0.222 0.455 -0.632
O 12.591 1.217 31.482 0.164 -0.011 -0.516
O 11.912 12.659 28.659 -0.292 0.61 0
O 4.06 6.393 24.78 0.019 0.247 -0.166
O 12.587 8.954 31.499 0.103 0.003 -0.61
O 10.723 10.288 28.23 0.247 -0.003 0.597
O 14.466 14.306 19.741 0.302 -0.286 -0.138
O 16.761 3.75 30.606 0.543 -0.041 -0.222
O 16.753 6.447 30.726 0.352 0.045 -0.395
O 7.122 0.696 21.994 -0.472 -0.152 -0.145
O 13.3 2.035 25.658 0.082 0.68 -0.033
O 16.464 8.974 31.476 0.081 -0.213 -0.51
O 16.278 11.481 30.707 0.139 -0.188 -0.282
O 6.211 4.564 28.188 0.108 0.016 -0.231
O 16.92 4.232 21.456 -0.063 0.072 -0.01
O 9.78 3.289 18.324 0.212 0.059 0.423
O 3.827 11.169 21.601 -0.239 0.036 0.005
O 17.772 13.386 21.549 -0.122 0.446 -0.113
O 11.788 6.517 22.372 0.243 0.418 0.126
O 17.413 0.501 18.373 0.315 -0.039 0.208
O 3.649 9.446 19.605 0.442 -0.317 -0.157
O 15.557 11.983 21.67 -0.474 0.078 -0.143
O 12.865 4.95 28.54 0.334 -0.14 -0.511
O 15.689 11.32 26.631 -0.128 -0.139 0.211
O 13.579 9.642 17.443 -0.078 -0.056 0.249
O 11.216 1.968 20.11 0.463 -0.043 0.059
O 8.983 2.905 27.586 -0.32 0.324 -0.229
O 10.758 6.509 24.738 -0.524 -0.117 -0.088
O 12.345 8.543 25.235 0.233 -0.023 0.012
O 12.691 4.662 23.964 0.053 -0.297 0.395
O 16.246 5.245 28.448 -0.459 -0.017 -0.635
O 9.953 2.624 25.062 -0.182 -0.11 -0.069
O 14.396 2.629 23.4 0.301 -0.261 -0.167
O 15.552 14.753 21.918 0.348 0.301 0.276
O 6.472 11.802 23.937 -0.152 0.04 -0.183
O 6.539 14.497 24.051 -0.161 0.27 0.231
O 17.608 2.149 23.103 -0.147 0.152 -0.078
O 13.291 0.822 21.298 -0.266 -0.049 0.453
O 4.432 2.7 27.794 -0.105 -0.523 0.053
O 13.779 12.888 25.49 -0.227 0.07 -0.498
O 7.675 6.205 19.498 0.229 -0.406 0.056
O 14.083 10.071 20.698 -0.067 0.122 -0.268
O 13.835 7.071 18.222 0.056 -0.04 0.216
O 9.007 -0.021 23.717 0.167 0.382 -0.179
O 4.632 14.09 30.729 -0.18 0.117 -0.493
O 6.768 2.131 28.868 -0.189 -0.335 -0.111
O 8.621 2.61 22.831 -0.421 0.064 0.513
O 5.832 5.094 23.312 0.441 0.036 0.04
O 15.538 1.33 20.025 -0.368 0.302 0.182
O 5.41 12.102 18.254 -0.06 -0.145 0.384
O 17.161 5.659 17.501 -0.233 0.141 0.489
O 8.995 14.236 30.901 0.251 0.108 -0.346
O 5.517 14.769 18.355 0.027 -0.033 0.38
O 9.291 14.564 26.225 0.061 0.085 0.015
O 8.941 13.259 28.525 0.311 -0.221 -0.438
O 4.92 12.978 28.362 -0.465 -0.062 -0.342

Results
total energy: -107809.025 eV
total energy less fixed offsets of O -438.35, Si -107.03 eV per atom: 1.535 eV
